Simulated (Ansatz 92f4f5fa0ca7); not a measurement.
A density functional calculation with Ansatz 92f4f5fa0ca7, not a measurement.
Periodic cell of 414 atoms, Si266O148, from a study of silicon, its oxide and their interface. The atomic structure is a simulated model.
Doubt: the cutoff is far below the 930 eV that the study's wrapper takes by default for these files, so forces and energies are approximate.

Settings
functional: PBE
potential files: Ansatz PAW
basis: plane waves
wave-function cutoff: 580 eV
density cutoff ratio: 5
exchange-correlation grid ratio: 1
k mesh: 1 x 1 x 1, Gamma-centred
self-consistency stop: 5e-08 eV per atom in the density residual
occupations: fixed
spin: none
net charge: 0

Cell vectors (angstrom)
a	15.4687	0	0
b	0	12.8259	0
c	0	0	36.5267

Atoms and the computed forces on them: element, x, y, z (angstrom), force x, y, z (eV/angstrom)
Si	0.012	1.161	33.826	0.057	-0.096	-0.064
Si	3.876	1.163	33.823	-0.007	0.005	-0.041
Si	7.678	1.15	33.892	0.02	-0.018	-0.019
Si	11.642	1.177	33.827	-0.032	0.022	-0.158
Si	1.966	7.589	33.82	-0.051	-0.013	-0.08
Si	5.757	7.586	33.857	0.041	0.057	0.048
Si	9.729	7.585	33.875	-0.012	0.019	-0.021
Si	13.56	7.576	33.849	-0.01	-0.076	-0.059
Si	1.934	5.247	34.26	0.02	0.06	0.301
Si	5.801	5.247	34.26	0.019	-0.069	0.02
Si	9.668	5.247	34.26	0.022	0.105	0.063
Si	13.535	5.247	34.26	0.182	-0.097	-0.366
Si	0	11.66	34.26	0.187	0.079	-0.38
Si	3.867	11.66	34.26	-0.077	-0.079	-0.141
Si	7.734	11.66	34.26	-0.056	0.146	0.23
Si	11.602	11.66	34.26	0.221	-0.012	0.383
Si	0	4.664	35.497	-0.016	-0.03	-0.014
Si	3.867	4.664	35.497	-0.014	0.153	0.053
Si	7.734	4.664	35.497	-0.039	0.038	0.024
Si	11.602	4.664	35.497	-0.03	-0.028	-0.103
Si	1.934	11.077	35.497	0.025	-0.045	-0.053
Si	5.801	11.077	35.497	-0.012	-0.098	-0.076
Si	9.668	11.077	35.497	0.005	-0.004	-0.024
Si	13.535	11.077	35.497	-0.072	0.016	0.018
Si	0	2.332	35.909	-0.066	0.06	-0.112
Si	3.867	2.332	35.909	0.007	-0.032	-0.151
Si	7.734	2.332	35.909	-0.188	0.098	0.212
Si	11.602	2.332	35.909	0.23	-0.106	-0.063
Si	1.934	8.745	35.909	0.233	-0.03	-0.078
Si	5.801	8.745	35.909	-0.303	-0.003	0.144
Si	9.668	8.745	35.909	0.231	0.048	0.213
Si	13.535	8.745	35.909	-0.045	0.007	0.01
Si	1.934	1.749	0.619	0.073	-0.091	-0.061
Si	5.801	1.749	0.619	0.01	0.035	0.037
Si	9.668	1.749	0.619	-0.026	-0.037	-0.072
Si	13.535	1.749	0.619	-0.073	0.05	0.016
Si	0	8.162	0.619	-0.057	-0.069	-0.081
Si	3.867	8.162	0.619	-0.019	0.037	0.076
Si	7.734	8.162	0.619	0.02	-0.038	-0.077
Si	11.602	8.162	0.619	-0.042	0.054	0.02
Si	0	5.83	1.031	0.002	0.036	0.069
Si	3.867	5.83	1.031	0.037	-0.152	-0.129
Si	7.734	5.83	1.031	0.028	0.032	0.048
Si	11.602	5.83	1.031	0.028	0.009	0.022
Si	1.934	12.243	1.031	-0.035	0.083	0.118
Si	5.801	12.243	1.031	0.019	-0.005	-0.005
Si	9.668	12.243	1.031	-0.006	-0.012	0.002
Si	13.535	12.243	1.031	0.059	0.019	0.053
Si	1.934	5.247	2.268	0.212	-0.071	-0.437
Si	5.801	5.247	2.268	-0.278	0.067	-0.065
Si	9.668	5.247	2.268	0.043	-0.039	-0.171
Si	13.535	5.247	2.268	-0.16	0.012	0.136
Si	0	11.66	2.268	0.052	0.137	0.512
Si	3.867	11.66	2.268	0.096	0.078	0.495
Si	7.734	11.66	2.268	-0.119	-0.131	-0.36
Si	11.602	11.66	2.268	0.008	-0.022	-0.039
Si	1.934	2.915	2.68	-0.099	0.084	0.168
Si	5.801	2.915	2.68	-0.018	0.1	0.088
Si	9.668	2.915	2.68	0	0.066	0.017
Si	13.535	2.915	2.68	0.094	-0.004	-0.025
Si	0	9.328	2.68	0.076	-0.028	0.018
Si	3.867	9.328	2.68	0.023	0.007	-0.015
Si	7.734	9.328	2.68	0.001	-0.066	-0.066
Si	11.602	9.328	2.68	0.05	-0.028	-0.012
Si	0.133	4.702	30.933	-0.041	0.112	-0.04
Si	3.852	1.183	29.202	0.093	-0.281	0.073
Si	12.028	4.542	26.201	-0.202	0.317	-0.203
Si	6.31	-2.11	24.772	0.146	-0.098	-0.105
Si	-4.011	1.027	22.783	-0.31	0.152	0.343
Si	5.423	4.066	27.671	-0.07	-0.243	-0.185
Si	8.548	1.057	26.111	0.32	0.449	0.037
Si	9.483	6.525	26.037	-0.421	-0.043	0.444
Si	4.412	5.78	25.2	-0.035	-0.142	-0.013
Si	1.849	3.195	23.555	0.304	-0.145	-0.085
Si	11.579	4.264	30.878	-0.011	-0.153	-0.113
Si	7.417	3.237	18.661	0.052	-0.142	0.261
Si	4.011	11.393	20.074	0.066	-0.139	0.101
Si	4.269	10.721	27.355	0.16	0.228	-0.277
Si	2.218	9.715	28.538	-0.311	0.024	0.136
Si	13.15	9.838	29.032	-0.041	0.182	-0.27
Si	3.325	0.09	27.1	0.119	0.343	0.089
Si	8.323	-1.335	25.946	0.339	-0.135	0.085
Si	8.095	-1.762	28.245	-0.307	0.118	0.212
Si	6.009	-2.813	28.847	0.348	-0.115	0.085
Si	1.913	13.395	30.451	0.098	0.116	-0.183
Si	13.537	7.5	29.46	-0.018	0.021	-0.179
Si	15.46	14.018	21.906	0.414	0.172	0.177
Si	14.039	6.357	27.449	0.1	0.275	0.104
Si	0.152	1.46	29.03	0.18	0.016	-0.056
Si	5.799	0.53	30.476	0.035	-0.003	-0.039
Si	9.828	-1.746	31.121	0.322	0.035	0.378
Si	9.784	0.589	30.788	0.021	-0.215	0.146
Si	1.938	7.4	29.131	-0.048	-0.205	-0.039
Si	3.997	6.941	30.341	-0.015	-0.047	-0.227
Si	7.738	7.154	30.841	0.193	0.13	0.109
Si	10.409	9.384	24.817	0.012	-0.182	0.023
Si	1.998	5.789	25.374	-0.191	-0.005	0.01
Si	3.523	3.491	29.037	-0.096	0.061	0.058
Si	8.999	2.155	28.256	-0.362	-0.088	-0.13
Si	13.48	0.852	30.24	-0.049	0.11	-0.248
Si	0.079	7.066	30.607	0.068	-0.057	0.141
Si	6.144	7.6	29.166	0.226	0.075	0.091
Si	9.999	9.887	29.13	0.532	0.24	-0.316
Si	11.612	6.677	30.521	-0.097	0.046	0.015
Si	1.056	3.782	28.884	-0.021	-0.053	-0.006
Si	3.904	4.66	31.011	0.059	0.025	0.181
Si	7.722	4.782	31.01	0.087	-0.121	0.043
Si	7.668	4.243	28.691	0.057	-0.106	0.001
Si	1.984	11.003	30.737	0.014	-0.145	-0.079
Si	5.774	11.039	30.975	0.008	0.078	0.067
Si	7.907	13.226	29.404	-0.129	0.008	0.055
Si	13.524	11.252	30.9	-0.114	-0.066	-0.17
Si	1.969	4.088	32.242	0.077	0.075	0.05
Si	5.829	4.065	32.207	0.015	0.033	0.025
Si	9.657	4.07	32.216	-0.13	-0.053	0.006
Si	13.583	4.053	32.139	0.135	-0.026	0.021
Si	0.025	10.565	32.101	0.085	0.03	-0.104
Si	3.829	10.482	32.176	0.012	-0.082	-0.127
Si	7.763	10.548	32.205	-0.044	0.047	-0.109
Si	11.745	10.451	32.271	-0.165	-0.032	-0.237
Si	1.945	1.724	32.568	0.003	-0.069	-0.045
Si	5.81	1.725	32.557	-0.015	-0.051	-0.041
Si	9.613	1.782	32.76	-0.005	-0.078	0.077
Si	13.586	1.722	32.498	-0.185	0.215	0.078
Si	0.02	8.236	32.63	-0.033	-0.052	0
Si	3.88	8.126	32.485	0.069	0.124	-0.036
Si	7.747	8.282	32.828	-0.097	-0.158	-0.035
Si	11.65	8.061	32.548	0.052	-0.27	0.048
Si	0	2.332	3.917	-0.194	-0.361	-0.697
Si	3.867	2.332	3.917	0.199	-0.012	0.658
Si	7.734	2.332	3.917	0.048	-0.103	-0.174
Si	11.602	2.332	3.917	-0.06	0.107	0.288
Si	1.934	8.745	3.917	-0.054	-0.056	0.158
Si	5.801	8.745	3.917	-0.117	0.058	-0.312
Si	9.668	8.745	3.917	-0.07	0.09	-0.175
Si	13.535	8.745	3.917	-0.216	0.108	0.067
Si	1.971	6.37	4.297	-0.036	-0.065	-0.032
Si	5.71	6.414	4.325	0.069	-0.142	-0.098
Si	9.646	6.422	4.304	-0.027	0.055	0.063
Si	13.486	6.426	4.349	0.021	-0.001	0.087
Si	-0.009	12.839	4.407	0.01	0.078	0.053
Si	3.913	12.845	4.413	0.043	0.059	0.029
Si	7.723	12.831	4.271	0.1	0.062	0.022
Si	11.601	12.824	4.328	0.035	0.034	0.086
Si	0.016	5.802	5.452	-0.042	0.104	0.129
Si	3.841	5.781	5.666	0.071	0.097	0.22
Si	7.668	5.791	5.426	-0.103	0.011	-0.147
Si	11.521	5.869	5.622	-0.031	-0.061	-0.012
Si	1.961	12.371	5.702	-0.144	-0.005	-0.079
Si	5.926	12.335	5.682	-0.116	-0.081	0.059
Si	9.628	12.267	5.504	0.144	-0.138	-0.151
Si	13.477	12.252	5.661	-0.03	0.109	-0.046
Si	-0.21	3.482	5.87	0.078	-0.087	0.241
Si	4.078	3.38	6.15	-0.058	-0.167	0.203
Si	7.757	3.52	5.942	0.279	0.011	0.238
Si	11.495	3.552	6.006	-0.014	-0.141	0.089
Si	1.84	10.043	5.931	0.149	0.24	0.1
Si	5.799	9.986	5.891	-0.163	0.016	0.087
Si	9.613	9.915	5.96	-0.099	0.041	0.109
Si	13.432	9.891	6.004	0.022	0.009	0.169
Si	3.046	2.467	8.113	-0.016	0.039	0.22
Si	6.062	2.846	7.406	0.081	-0.099	-0.074
Si	9.228	6.473	8.931	-0.611	0.187	-0.031
Si	15.402	0.669	8.844	0.246	-0.015	-0.149
Si	-0.077	9.34	7.179	-0.077	0.108	0.188
Si	3.827	9.588	7.082	0.099	-0.007	-0.431
Si	11.998	3.844	21.372	-0.166	0.229	0.359
Si	18.646	7.307	7.398	-0.035	-0.077	-0.087
Si	-0.913	7.441	10.42	0.062	-0.063	-0.165
Si	0.367	5.901	9.216	-0.344	0.12	-0.337
Si	7.64	9.264	7.121	0.122	0.038	-0.087
Si	9.605	2.982	7.268	0.035	0.297	-0.077
Si	3.915	11.226	8.836	0.219	0.026	-0.227
Si	6.787	13.343	7.768	0.001	0.033	-0.174
Si	9.286	13.49	7.47	-0.228	-0.033	0.093
Si	14.619	14.968	10.642	0.004	0.382	-0.893
Si	6.092	6.474	9.282	-0.03	0.2	0.036
Si	7.741	7.789	10.371	-0.014	-0.381	0.03
Si	12.555	6.326	10.446	0.317	0.144	-0.213
Si	14.77	3.839	9.029	0.106	0.106	-0.105
Si	0.395	17.962	18.846	0.033	0.148	0.268
Si	2.378	18.521	10.475	-0.305	0.411	0.278
Si	11.131	12.757	8.798	0.034	0.358	0.251
Si	13.401	15.793	7.224	0.044	0.244	0.073
Si	1.619	2.114	12.637	-0.441	0.522	-0.244
Si	0.679	10.177	11.755	0.346	-0.389	0.359
Si	7.835	7.5	12.724	0.028	0.233	-0.522
Si	11.489	9.256	7.261	-0.075	0.168	0.066
Si	2.305	12.967	8.052	-0.062	-0.108	0.028
Si	6.148	11.913	9.621	-0.185	-0.075	0.201
Si	2.921	9.593	10.135	0.087	-0.077	0.088
Si	11.169	6.981	7.71	0.326	-0.4	0.268
Si	3.413	3.519	10.355	0.34	-0.308	-0.661
Si	7.484	6.93	7.407	-0.04	-0.099	0.316
Si	6.301	4.064	9.479	0.274	-0.064	0.29
Si	11.985	3.479	11.318	-0.002	-0.104	-0.146
Si	9.446	14.378	14.189	0.004	0.02	0.02
Si	9.923	12.851	11.668	0.319	0.101	-0.057
Si	10.966	10.486	9.22	0.103	-0.242	-0.104
Si	16.217	7.114	7.244	0.136	-0.152	0.269
Si	3.886	7.285	9.653	0.116	-0.029	0.046
Si	9.351	4.094	9.424	0.093	-0.309	0.117
Si	4.985	0.964	16.034	0.583	-0.155	-0.237
Si	13.293	0.64	7.731	-0.239	-0.332	-0.27
Si	4.01	10.013	14.833	0.149	-0.2	0.119
Si	7.747	9.997	9.359	0.437	0.005	0.086
Si	13.761	13.772	15.432	-0.491	0.249	-0.345
Si	16.268	2.625	7.744	-0.213	0.005	0.045
O	13.966	21.21	20.002	-0.055	0.004	-0.021
O	-12.478	21.101	17.363	0.086	0.012	0.006
O	-2.606	4.949	22.166	-0.007	-0.09	-0.079
O	30.459	19.289	18.337	-0.03	-0.034	-0.106
O	14.049	-15.025	21.677	0.094	0.274	0.053
O	-6.735	-0.343	17.265	0.066	0.015	0.054
O	-29.486	0.474	21.624	-0.05	0.125	-0.131
O	7.799	14.753	21.679	-0.068	-0.006	0.005
O	-0.745	14.623	20.552	-0.119	-0.014	-0.256
O	16.342	8.758	12.589	0.138	0.339	-0.006
O	16.472	18.488	20.3	-0.053	-0.153	-0.148
O	32.399	-0.843	15.218	-0.141	-0.064	0.118
O	-8.439	17.414	17.861	-0.051	0.119	-0.125
O	-0.425	6.7	13.485	0.111	-0.13	0.498
O	10.606	27.377	17.939	0.321	0.029	0.017
O	-4.921	4.485	21.11	-0.003	0	0.013
O	14.793	5.897	23.583	0.014	-0.013	0.026
O	5.306	19.889	24.723	0.106	0.128	-0.03
O	11.89	12.592	18.87	0.135	0.159	0.034
O	3.402	25.597	23.547	-0.025	0.034	-0.139
O	1.47	17.272	24.531	0.008	0.334	0.157
O	27.473	4.442	15.359	0.048	-0.043	0.032
O	5.452	3.22	22.052	-0.031	-0.04	0.035
O	4.731	-20.014	21.561	0.012	-0.021	0.011
O	7.4	-7.336	15.42	-0.07	-0.095	-0.046
O	10.437	24.279	12.326	-0.004	-0.019	0.15
O	11.246	6.837	11.298	0.036	-0.112	0.093
O	8.689	16.381	19.616	0.013	0.021	-0.027
O	-15.365	-10.644	11.968	0.555	-0.182	0.606
O	-9.242	2.617	19.614	-0.027	0.028	-0.185
O	23.434	2.054	17.676	-0.001	0.056	-0.073
O	14.227	10.292	27.838	-0.013	-0.117	0.237
O	10.065	9.542	23.228	0.002	0.063	0.013
O	-12.631	29.417	22.339	-0.203	-0.058	0.04
O	28.182	16.423	19.959	0.076	-0.311	-0.346
O	12.247	-2.509	19.86	-0.093	0.048	-0.116
O	24.488	0.574	19.703	0.032	-0.052	-0.096
O	6.274	16.796	13.328	-0.026	-0.045	-0.134
O	27.516	9.285	25.035	0.059	0.133	0.004
O	12.629	13.601	16.581	0.119	0.027	0.157
Si	23.095	18.7	16.992	0.118	-0.079	0.016
Si	2.288	-0.634	22.495	0.251	-0.006	0.269
Si	0.157	7.313	23.586	-0.079	-0.034	-0.094
Si	9.657	7.576	29.536	-0.235	-0.184	0.21
Si	8.242	6.462	28.018	-0.16	0.272	-0.063
Si	6.242	18.153	14.257	0.024	0.425	-0.262
Si	2.663	-0.292	14.26	0.271	-0.12	-0.007
Si	2.523	7.716	15.883	-0.113	0.056	-0.038
Si	15.795	-2.176	27.436	0.061	-0.289	-0.007
Si	19.228	0.966	24.793	0.057	-0.197	0.205
Si	6.532	2.171	25.477	0.182	-0.07	-0.218
Si	12.239	18.874	15.348	-0.18	-0.196	-0.106
Si	13.148	22.32	20.88	-0.086	-0.16	0.051
Si	16.146	12.403	16.6	0.283	0.368	-0.127
Si	23.927	6.343	22.045	0.133	0.027	0.067
Si	-0.989	-2.319	16.805	-0.568	-0.627	0.188
Si	15.325	6.196	15.006	-0.103	0.175	-0.323
Si	6.197	24.863	21.867	0.129	0.026	-0.074
Si	24.609	0.994	18.138	-0.17	0.019	0.165
Si	22.068	2.457	13.834	0.457	-0.369	-0.24
Si	9.536	17.716	19.917	0.02	0.064	0.212
Si	23.301	-0.553	15.915	0.136	0.09	-0.171
Si	15.049	20.883	18.811	0.081	0.007	0.301
Si	10.815	7.296	12.813	-0.055	0.07	-0.019
Si	10.407	15.069	25.274	-0.545	-0.228	-0.296
Si	9.908	6.476	17.479	0.246	-0.084	0.012
Si	10.427	8.612	21.936	-0.062	-0.073	0.043
Si	19.844	17.161	22.477	0.105	0.022	-0.225
Si	-2.328	8.093	24.829	0.06	-0.229	0.096
Si	-8.554	10.193	13.998	0.192	-0.144	-0.185
Si	14.117	11.099	13.838	-0.3	-0.031	-0.351
Si	13.203	5.537	23.615	0.098	0.199	0.004
Si	13.995	-0.735	22.502	-0.373	-0.222	0.182
Si	8.418	4.293	24.156	0.222	-0.012	-0.021
Si	6.241	2.131	21.192	0.114	-0.035	0.042
Si	15.412	9.499	9.606	-0.129	-0.444	-0.325
Si	6.035	7.9	23.525	-0.037	-0.013	-0.256
Si	-3.523	3.106	14.456	-0.176	0.045	0.071
Si	15.929	7.216	12.232	-0.247	0.172	-0.366
Si	18.841	0.81	17.945	0.08	-0.044	0.177
Si	8.691	0.603	21.285	-0.079	0.044	0.076
Si	17.15	16.44	14.506	-0.27	0.051	0.094
Si	12.181	14.012	18.099	-0.479	-0.357	-0.389
Si	6.787	-0.13	11.908	-0.024	-0.151	-0.627
Si	20.101	7.208	21.097	-0.172	-0.087	0.091
Si	18.108	16.401	17.264	-0.142	0.357	0.059
Si	4.122	-7.733	15.231	0.319	0.1	0.033
Si	11.276	2.026	29.548	-0.11	0.108	0.592
Si	16.956	20.022	20.699	0.041	0.002	0.15
Si	13.875	15.439	19.37	0.362	0.761	0.332
Si	-6.171	9.24	18.991	0.049	-0.209	0.244
Si	6.271	8.334	18.526	0.125	-0.101	0.203
Si	27.247	11.006	18.504	0.043	-0.138	0.081
Si	19.674	22.185	17.742	-0.177	0.067	-0.078
Si	16.397	0.075	27.234	0.011	0.148	-0.004
Si	15.723	24.423	24.724	0.047	-0.007	0.423
Si	31.894	18.6	27.522	-0.082	-0.027	0.191
Si	11.51	10.241	12.179	-0.276	0.028	-0.17
O	10.383	5.381	18.619	-0.045	0.045	-0.11
O	8.219	2.602	14.083	-0.201	-0.015	0.004
O	28.472	15.028	11.039	-0.31	-0.184	0.218
O	9.812	-4.906	18.208	0.022	0.102	-0.012
O	5.551	13.51	21.507	-0.078	-0.01	0.04
O	-3.247	6.306	8.841	0.089	0.059	-0.211
O	34.946	17.119	16.686	-0.14	-0.101	-0.012
O	23.299	8.992	13.401	-0.085	0.13	0.163
O	-16.551	-2.636	15.175	0.195	0.036	0.301
O	15.374	-1.644	12.787	0.094	0.203	0.135
O	5.021	10.593	25.808	-0.162	-0.046	0.174
O	20.554	3.527	10.513	0.015	0.248	-0.083
O	-10.845	17.451	24.057	-0.02	0.097	0.041
O	2.744	2.555	11.512	-0.085	-0.068	0.182
O	8.329	0	11.348	-0.05	0.016	0.044
O	18.553	7.396	20.687	0.073	0.005	-0.065
O	17.167	30.409	17.916	0.057	-0.103	-0.102
O	14.965	3.762	18.821	-0.223	-0.332	-0.064
O	23.997	5.652	25.048	0.011	-0.121	-0.355
O	18.281	21.735	14.802	-0.076	0.029	-0.04
O	13.828	6.29	15.696	0.18	0.045	0.071
O	12.897	4.789	10.923	-0.245	0.1	0.037
O	13.609	7.418	26.251	0.031	0.06	-0.104
O	16.48	8.253	19.558	-0.052	0.015	-0.119
O	-10.56	8.202	22.374	0.01	0.015	0.033
O	22.17	-1.414	12.922	0.005	-0.003	0.202
O	-6.975	6.08	20.417	0.031	-0.072	0.013
O	6.271	12.739	16.136	-0.24	0.172	0.062
O	15.968	2.451	22.937	-0.216	-0.172	-0.24
O	-6.727	0.204	14.776	-0.063	-0.034	0.13
O	25.213	33.683	25.474	0.072	0.104	-0.142
O	9.64	9.136	20.602	-0.04	0.074	-0.188
O	18.581	4.365	14.147	-0.159	0.053	0.128
O	10.894	-7.098	26.309	0.015	-0.097	-0.163
O	-5.319	26.839	12.773	-0.028	0.086	-0.041
O	19.427	-0.007	19.249	-0.126	0.088	-0.115
O	-3.604	10.075	10.579	-0.046	-0.126	-0.227
O	5.08	5.299	26.615	0.094	-0.038	0.262
O	-15.733	13.724	16.19	0.28	-0.074	0.244
O	28.347	23.319	12.989	0.239	0.015	0.151
O	30.428	9.128	17.585	-0.032	0.272	-0.262
O	5.942	24.39	23.406	-0.111	-0.042	-0.032
O	25.224	10.695	25.519	-0.365	0.348	0.088
O	26.298	8.919	12.827	0.023	0.027	-0.021
O	10.577	3.554	10.457	-0.093	0.103	-0.04
O	9.282	6.802	13.12	0.076	-0.065	0.077
O	25.345	7.114	22.338	0.006	-0.016	-0.059
O	1.903	2.861	15.973	-0.048	0.097	-0.082
O	7.851	3.651	10.079	-0.337	0.255	-0.409
O	18.451	11.284	21.343	-0.02	0.071	-0.028
O	31.447	13.001	25.58	0.029	-0.126	-0.17
O	17.476	13.411	13.058	0.051	-0.313	0.026
O	20.966	-1.734	20.721	-0.043	0.046	0.036
O	1.779	-6.589	11.979	0.046	-0.152	0.131
O	-4.793	-10.599	15.02	0.01	0.007	-0.028
O	-9.803	15.516	26.764	-0.005	0.195	0.215
O	12.457	12.648	22.404	0.224	-0.116	-0.148
O	19.069	32.246	15.486	-0.024	-0.028	0.029
O	21.144	7.566	19.89	0.11	0.148	-0.232
O	13.15	17.764	27.32	0.177	-0.073	0.115
O	-2.578	10.728	17.308	0.189	0.053	-0.115
O	22.704	20.02	22.669	-0.097	0.037	0.052
O	-7.177	17.653	22.635	-0.028	0.027	0.025
O	-3.08	19.736	23.968	-0.002	0.043	-0.026
O	11.583	22.935	28.463	-0.4	-0.24	0.382
O	16.732	24.174	23.453	-0.036	-0.013	-0.069
O	21.214	15.062	15.226	-0.247	-0.167	0.232
O	0.981	7.149	15.765	0.104	0.014	0.08
O	10.221	23.28	18.327	0.144	0.125	-0.114
O	27.532	-4.178	21.781	0.119	0.089	-0.073
O	11.329	15.894	26.394	0.018	-0.144	0.001
O	2.264	23.368	11.368	-0.186	-0.084	0.2
O	-17.562	15.148	14.634	0.257	-0.163	0.131
O	34.726	13.456	14.977	-0.178	0.018	-0.093
O	18.216	-10.598	24.543	-0.063	0.105	-0.044
O	-4.111	14.063	24.405	0.356	-0.101	-0.217
O	33.949	-10.44	18.323	-0.041	-0.106	0.083
O	20.927	9.51	14.269	-0.234	-0.011	0.115
O	-5.457	13.439	22.194	0.005	-0.066	-0.031
O	-1.776	12.594	14.316	0.103	0.034	0.03
O	14.228	-1.108	24.089	0.014	-0.023	-0.136
O	16.287	7.603	22.131	0.008	-0.006	0.075
O	22.584	16.271	24.612	-0.164	-0.113	0.051
O	9.371	-2.431	9.696	-0.406	-0.071	-0.213
O	11.15	6.636	16.413	0.038	0.065	0.119
O	1.548	-3.969	9.518	0.152	0.205	-0.037
O	3.664	23.023	19.035	-0.003	0.008	-0.045
O	11.691	3.539	12.914	-0.071	0.065	-0.167
O	-8.735	32.831	17.442	-0.087	0.013	-0.054
O	6.325	14.072	12.718	-0.015	0.114	0.163
O	26.279	13.277	10.372	-0.021	0.029	-0.036
O	16.848	7.17	24.663	0.074	-0.213	-0.023
O	6.668	9.211	24.225	0.091	0.082	0.102
O	17.377	0.056	17.599	-0.127	-0.003	-0.014
O	18.999	24.04	13.85	-0.163	0.194	-0.051
O	19.755	10.385	16.431	-0.085	0.023	-0.058
O	14.527	-4.349	24.006	-0.015	0.043	0.009
O	0.42	10.353	25.784	-0.045	0.135	-0.029
O	23.106	-3.544	18.833	-0.157	-0.07	-0.052
O	11.95	15.267	22.168	0.116	-0.037	-0.092
O	25.248	3.401	24.275	0.079	0.161	-0.022
O	7.67	-2.088	15.357	-0.034	-0.004	0.045
O	20.849	14.158	24.635	-0.133	0.001	-0.01
O	6.557	-6.233	13.222	-0.09	-0.374	0.318
O	15.907	17.498	14.823	0.226	-0.211	0.085
O	28.26	4.455	24.754	0.018	-0.104	0.102
O	27.331	6.693	13.894	0.109	-0.017	0.041
O	7.816	-0.735	21.636	-0.017	-0.044	0.026

Results
free energy: -253251.824 eV
free energy less fixed offsets of O -568.88, Si -635.61 eV per atom: 14.676 eV

The program warned: the cutoff lies below the one the program advises for these potential files; the exchange-correlation potential is rough where the density is thin.
